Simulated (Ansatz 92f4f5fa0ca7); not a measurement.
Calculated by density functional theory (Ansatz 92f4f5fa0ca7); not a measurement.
Periodic cell of 189 atoms, Si117O72, from a study of silicon, its oxide and their interface. The atomic structure is a simulated model.

Settings: functional r2SCAN; potential files Ansatz norm-conserving; basis plane waves; wave-function cutoff 1300 eV; density cutoff ratio 4; exchange-correlation grid ratio 1; k mesh 2 x 2 x 1, shifted by 0.5 0.5 0.5 of a step; self-consistency stop 5e-08 eV per atom in the density residual; occupations Fermi-Dirac, 0.05 eV; spin none; net charge 0.

Cell vectors (angstrom)
a  11.5403  0  0
b  0  11.5403  0
c  -2.8672  -5.0767  26.8964

Atoms: element, x, y, z (angstrom)
Si  2.8489  -2.9158  0.4323
Si  2.8442  0.0864  0.849
Si  3.0136  3.0632  0.0951
Si  6.4577  8.6175  0.2977
Si  6.6489  0.0892  0.8168
Si  6.5671  3.1053  0.1827
Si  10.6169  8.4659  0.0833
Si  10.5649  0.0132  0.6761
Si  10.6089  3.107  0.1088
Si  4.727  8.0002  1.7644
Si  4.762  0.0883  2.1232
Si  4.7644  3.7372  1.5954
Si  8.5709  7.896  1.2994
Si  8.6402  0.0504  1.9724
Si  8.6191  3.738  1.3304
Si  12.4157  7.9286  1.5288
Si  12.4231  0.0692  2.0436
Si  12.5349  3.7511  1.3495
Si  4.7496  -1.8607  3.3301
Si  4.7636  2.0814  3.2362
Si  4.7541  5.8415  2.816
Si  8.6063  -1.9813  3.0665
Si  8.6281  2.0882  3.0713
Si  8.5912  5.8317  2.6191
Si  12.4343  -1.9323  3.1743
Si  12.4788  2.1109  3.0913
Si  12.4848  5.8127  2.6847
Si  2.7841  -1.9062  4.5577
Si  2.8097  2.074  4.5094
Si  2.8154  5.8359  4.1781
Si  6.745  -1.9085  4.5167
Si  6.7368  2.0766  4.4894
Si  6.7209  5.8383  4.1523
Si  10.4956  -1.9308  4.4705
Si  10.5479  2.0919  4.4331
Si  10.5246  5.828  4.0891
Si  2.8157  7.6179  5.7405
Si  2.8077  0.0884  5.7603
Si  2.8263  4.0632  5.741
Si  6.7091  7.6253  5.7294
Si  6.7304  0.0873  5.7532
Si  6.7193  4.0668  5.7346
Si  10.5216  7.6057  5.6974
Si  10.5293  0.0868  5.7023
Si  10.5377  4.0713  5.703
Si  4.7587  7.6227  7.0946
Si  4.765  0.0713  7.0424
Si  4.7686  4.0683  7.0968
Si  8.6261  7.6175  7.1138
Si  8.6477  0.1166  7.084
Si  8.6396  4.0666  7.1144
Si  12.4314  7.6153  7.105
Si  12.426  0.0424  7.0741
Si  12.4478  4.0738  7.1104
Si  4.7001  -1.9142  8.3075
Si  4.7995  2.0531  8.2949
Si  4.7588  5.8505  8.6785
Si  8.6407  -1.8903  8.2898
Si  8.6436  2.0931  8.3757
Si  8.6374  5.835  8.6996
Si  12.4366  -1.9461  8.3653
Si  12.4688  2.0425  8.2777
Si  12.4446  5.859  8.7028
Si  2.8092  -2.0168  9.742
Si  2.8597  1.9657  9.5811
Si  2.8339  5.8325  10.1304
Si  6.6724  -1.8204  9.5326
Si  6.6874  2.1433  9.6903
Si  6.6914  5.8621  10.0877
Si  10.5107  -1.9367  9.7058
Si  10.6075  2.1018  9.6655
Si  10.5413  5.8609  10.1711
Si  2.7463  7.8725  11.5324
Si  2.8471  0.006  10.8275
Si  2.8956  3.6332  11.1739
Si  6.6439  8.0589  11.1185
Si  6.6696  0.1222  10.7708
Si  6.7076  3.8103  11.4207
Si  10.4286  7.9652  11.4436
Si  10.5793  0.0965  10.774
Si  10.6711  3.742  11.3584
Si  4.8238  8.538  12.556
Si  4.7804  0.0441  12.1097
Si  4.7101  3.0959  12.6016
Si  8.4006  8.7536  12.5848
Si  8.6298  0.1708  11.996
Si  8.7236  3.1477  12.5578
Si  0.7314  8.5332  12.8508
Si  0.919  0.014  12.1251
Si  1.1222  3.0328  12.6169
Si  2.966  3.7987  14.968
Si  6.71  7.2694  14.5025
Si  2.9678  0.8372  19.9141
Si  8.746  5.3165  14.5672
Si  -1.8271  -3.6442  17.998
Si  0.8894  -4.4094  19.1272
Si  7.9353  -6.0944  22.7734
Si  5.6778  -5.5263  21.012
Si  1.2118  -4.1867  22.0555
Si  5.5671  4.3367  18.5834
Si  4.7661  2.9364  23.1117
Si  5.9408  -4.1269  23.3513
Si  2.4397  1.1829  22.9062
Si  8.0567  0.3925  21.9062
Si  1.4334  -1.8291  20.285
Si  2.787  2.975  17.6686
Si  1.5626  -6.1717  16.866
Si  3.6107  -5.7687  23.012
Si  9.7894  -3.6962  22.5637
Si  1.583  2.2428  25.3007
Si  7.5039  6.1037  17.0337
Si  7.7278  -1.9123  24.0256
Si  5.7195  1.99  20.414
Si  7.8249  2.7125  23.961
Si  9.9253  -1.5674  20.2675
Si  1.9342  -0.6909  25.0463
Si  -0.5453  7.0665  15.3064
O  2.8375  -1.3108  -0.0518
O  8.0871  2.57  25.5609
O  2.8736  1.4161  -0.1462
O  1.4547  2.233  23.6672
O  5.0234  2.9654  21.508
O  3.3186  -1.38  25.5662
O  6.5902  1.4593  -0.1245
O  9.0099  -2.8974  23.7453
O  2.9642  2.9674  25.7767
O  8.5023  4.0926  23.424
O  3.0605  7.9247  -1.0486
O  9.1193  -0.2431  20.8189
O  2.0996  -5.171  23.0104
O  3.4667  3.5241  -1.455
O  1.4296  3.9005  17.5951
O  5.2523  7.6672  13.9188
O  1.0105  -4.99  20.6439
O  4.2954  3.85  14.0352
O  4.794  10.1678  13.021
O  8.6682  5.3452  16.1846
O  3.1033  2.5986  16.1007
O  7.873  8.3358  14.1042
O  8.6525  10.3623  12.9394
O  6.6177  7.1248  16.1162
O  8.6236  1.5283  12.9555
O  6.5415  4.8378  17.3938
O  8.2985  7.0481  18.1207
O  0.9656  1.411  13.0294
O  4.7813  1.4554  13.0161
O  0.4811  7.9449  14.3905
O  0.861  10.1894  13.0855
O  1.6013  3.6848  14.0699
O  2.3146  1.396  21.3062
O  9.1788  -5.1766  22.305
O  6.9228  -6.4645  21.5364
O  1.3638  -2.8637  19.0419
O  -1.5442  6.3173  14.2339
O  2.0795  -0.3242  23.4429
O  -1.3474  7.9929  16.4203
O  7.0321  -5.2443  23.8294
O  2.7926  5.2163  15.7939
O  7.5625  -0.8371  22.8307
O  6.9096  1.0788  20.9982
O  9.5929  -2.8394  21.2092
O  7.3274  5.8484  13.9193
O  -1.9458  -2.167  18.7508
O  7.869  -1.257  25.4988
O  10.8584  -4.535  18.7442
O  8.9532  3.8129  14.0487
O  4.153  -5.836  21.483
O  3.9563  1.5551  23.4012
O  5.5651  -5.7995  19.4367
O  6.601  10.2407  -0.1009
O  6.2536  3.0183  19.2692
O  10.5969  1.4435  -0.2031
O  6.1969  2.8257  23.8475
O  6.0006  -4.0529  21.6839
O  3.8934  4.2562  23.5531
O  8.4823  1.5358  23.0193
O  6.3038  -2.7143  24.0015
O  2.4581  1.7064  18.6302
O  11.495  -1.1496  20.4269
O  4.4835  -4.6567  23.8247
O  1.8743  -5.1492  18.0809
O  1.7332  0.7162  25.8435
O  0.2428  5.8773  16.0904
O  4.5869  0.9426  19.9007
O  10.6029  -1.415  -0.2186
O  2.5268  -0.7173  19.8696
O  1.8343  -2.7175  21.6206
O  4.0494  3.8742  18.2178
O  11.3688  -3.9074  22.8656

Results
free energy: -47208.463 eV
free energy less fixed offsets of O -463.61, Si -117.95 eV per atom: -28.393 eV
pressure: -1.72 GPa
stress xx, yy, zz, yz, xz, xy (GPa, positive in tension): 0.96, 2.81, 1.4, -0.11, -0.01, -0.15

Forces (eV/angstrom), in the order of the atoms: element, x, y, z
Si  0.0197  0.257  -0.8381
Si  -0.0679  -0.0892  -1.1317
Si  -0.0371  -0.3718  -0.4809
Si  -0.0776  0.3582  -0.7076
Si  0.1287  -0.0469  -1.1341
Si  0.0669  -0.369  -0.639
Si  0.0801  0.2451  -0.4862
Si  -0.0701  -0.0196  -0.9448
Si  0.0132  -0.2817  -0.5619
Si  -0.1097  0.062  -0.1449
Si  -0.0737  -0.0209  -0.0854
Si  -0.0111  -0.0172  -0.1864
Si  -0.0462  0.2155  -0.1678
Si  -0.0071  0.0611  -0.1386
Si  -0.1379  -0.1322  -0.1547
Si  0.1961  0.0922  -0.0783
Si  0.0853  -0.017  -0.1773
Si  0.169  -0.1221  -0.1853
Si  0.0003  -0.1566  0.3496
Si  0.0371  0.2211  0.3544
Si  0.016  -0.0518  -0.1565
Si  -0.0026  -0.1868  0.0844
Si  0.0087  0.1303  0.1853
Si  0.0913  -0.0496  -0.0772
Si  -0.051  -0.1447  0.3218
Si  -0.0167  0.2445  0.2282
Si  -0.1129  -0.0255  -0.0852
Si  0.0521  -0.0855  -0.0357
Si  -0.0344  0.0578  -0.0549
Si  0.0125  -0.0264  -0.0604
Si  0.0454  -0.0939  -0.0148
Si  -0.0285  0.0765  -0.0315
Si  0.0098  0.0043  -0.0583
Si  -0.0289  -0.1072  0.0039
Si  0.0063  0.1605  0.0045
Si  -0.017  0.0077  -0.0913
Si  0.0001  0.0284  0.0999
Si  -0.0418  0.0638  0.0874
Si  -0.0034  0.0211  0.0644
Si  -0.0178  0.0077  0.0699
Si  0.0553  -0.0504  0.0126
Si  0.0146  -0.0392  0.0506
Si  0.0218  0.0492  -0.0171
Si  -0.0249  0.0022  -0.1171
Si  -0.0238  -0.0858  -0.0269
Si  0.0342  0.0233  -0.0933
Si  -0.0426  -0.0087  -0.0465
Si  -0.0442  -0.0608  -0.0749
Si  -0.0119  0.0064  -0.035
Si  0.002  0.0589  -0.0008
Si  -0.0149  -0.0023  -0.0369
Si  0.021  0.0257  0.01
Si  0.0338  -0.0018  0.0248
Si  0.0299  -0.0198  -0.0184
Si  0.0069  -0.0975  0.0446
Si  0.0301  0.0978  0.0375
Si  -0.0088  0.0125  0.0802
Si  0.0243  -0.1088  0.048
Si  -0.0189  0.0696  0.0359
Si  -0.0021  0.0316  0.0521
Si  -0.0092  -0.0762  0.0446
Si  -0.067  0.1142  0.029
Si  -0.0241  -0.0276  0.0802
Si  -0.0027  -0.2382  -0.1368
Si  -0.0008  0.0345  -0.2664
Si  0.0031  -0.0277  0.1359
Si  0.0072  -0.1061  -0.3176
Si  -0.0512  0.2824  -0.1644
Si  -0.0083  0.0394  0.1363
Si  -0.0249  -0.2366  -0.161
Si  0.0893  0.173  -0.2388
Si  0.0133  0.0549  0.0828
Si  0.0767  0.1809  0.0739
Si  -0.0455  0.1204  0.2161
Si  -0.0228  0.0394  0.1192
Si  0.0056  -0.0161  0.2666
Si  0.0618  -0.1083  0.2163
Si  -0.047  -0.1871  0.1349
Si  -0.1836  0.0955  0.2155
Si  -0.0254  0.0043  0.2582
Si  0.0475  -0.1009  0.2814
Si  0.1281  0.2196  0.5741
Si  -0.0174  -0.0692  0.9196
Si  -0.0743  -0.224  0.684
Si  0.0574  0.2052  0.6334
Si  0.0554  0.1144  0.9151
Si  0.0439  -0.4805  0.5846
Si  0.0613  0.387  0.4159
Si  -0.0113  -0.0195  0.8294
Si  0.0398  -0.2096  0.6935
Si  -0.0128  0.1583  0.2765
Si  -0.0323  -0.0026  0.2864
Si  -0.0405  0.0897  -0.0652
Si  0.0489  -0.1383  0.3611
Si  0.0115  -0.142  0.2985
Si  0.044  -0.2034  -0.0881
Si  0.1216  0.0437  -0.0743
Si  -0.0528  -0.0481  -0.4112
Si  -0.0655  -0.2445  0.0457
Si  0.0824  0.1663  -0.041
Si  -0.1544  0.0978  -0.1353
Si  -0.0779  0.0362  0.0467
Si  0.1074  0.1255  -0.3238
Si  0.0385  0.0148  -0.0844
Si  0.0162  0.0176  -0.0581
Si  -0.2008  0.072  0.1054
Si  0.0499  -0.0297  0.3458
Si  -0.1939  0.0765  -0.0829
Si  0.156  -0.1681  -0.266
Si  0.0224  -0.0017  -0.3704
Si  -0.0267  -0.0993  0.252
Si  -0.1362  -0.2428  -0.4988
Si  0.0052  0.0153  -0.0926
Si  0.0284  0.1387  -0.4979
Si  -0.0319  -0.0638  -0.0042
Si  0.0388  0.1987  -0.2013
Si  -0.0704  -0.1273  0.2957
O  0.0407  -0.2823  0.8826
O  -0.1573  0.3744  0.4651
O  0.0473  0.3878  0.6807
O  0.2785  -0.2374  0.4833
O  0.04  -0.1066  0.246
O  -0.1283  0.0543  0.5104
O  0.0572  0.3189  0.6733
O  -0.2803  0.174  0.0548
O  -0.1039  -0.0656  0.2913
O  -0.2881  -0.1876  0.1646
O  0.2502  -0.0581  0.4273
O  -0.0827  -0.1022  0.1319
O  0.1778  0.0878  -0.198
O  0.0835  0.0747  0.5008
O  0.3579  0.1662  -0.234
O  0.0077  0.1942  -0.4576
O  0.0136  0.3907  0.0017
O  0.0928  -0.3405  -0.4718
O  0.0107  -0.3182  -0.7462
O  -0.1716  0.2509  -0.4085
O  -0.0631  0.4755  -0.1736
O  -0.0206  -0.1278  -0.4414
O  -0.1099  -0.4527  -0.6971
O  0.24  -0.1232  -0.3746
O  0.0376  0.3501  -0.8156
O  -0.0145  0.1564  0.1332
O  0.0814  -0.0184  -0.3266
O  -0.0007  0.3857  -0.7044
O  -0.0434  0.383  -0.6938
O  -0.0403  0.0517  -0.5122
O  0.0067  -0.3137  -0.5892
O  -0.0345  -0.2483  -0.3969
O  0.1582  -0.1799  0.1574
O  -0.2417  0.1346  0.1805
O  -0.0738  0.2129  0.2504
O  -0.1323  -0.0507  0.3192
O  -0.0618  -0.0034  0.0878
O  -0.0336  0.058  0.5055
O  0.1354  -0.2736  -0.2251
O  -0.0186  0.0562  -0.1478
O  -0.138  -0.3627  -0.0422
O  0.1465  -0.0424  0.1864
O  0.0092  0.063  0.1397
O  0.0897  0.0904  0.1039
O  0.1236  0.1881  0.2411
O  0.1339  -0.1387  0.1016
O  -0.0668  -0.3084  0.5238
O  -0.0054  0.2741  -0.1172
O  -0.106  0.2701  -0.4248
O  0.1992  0.0543  0.3437
O  -0.2514  0.0564  -0.1116
O  0.0562  -0.281  0.1343
O  -0.0128  -0.3089  0.7041
O  -0.2735  0.039  0.0887
O  -0.0327  0.3466  0.4471
O  0.1539  0.0001  -0.0123
O  -0.062  -0.4299  0.4001
O  0.2184  -0.077  -0.1355
O  -0.2278  0.0259  0.0986
O  0.3087  -0.0354  0.0241
O  0.2333  0.0507  0.0374
O  0.0773  -0.2257  -0.0193
O  0.2383  -0.0627  -0.1493
O  -0.2928  -0.0901  -0.1469
O  0.0364  -0.0089  -0.1677
O  -0.0182  0.2401  -0.1397
O  -0.1357  0.1726  0.0911
O  -0.0222  -0.2014  0.4592
O  -0.0715  0.0831  0.1057
O  -0.2263  -0.0691  -0.1618
O  0.0617  -0.1361  -0.0799
O  -0.0265  0.0959  -0.1916

The program warned: the forces do not sum to zero within the program's tolerance.
